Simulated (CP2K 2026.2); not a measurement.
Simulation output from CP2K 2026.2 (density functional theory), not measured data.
Periodic cell of 512 atoms, Si360O152, from a study of silicon, its oxide and their interface. The atomic structure is a simulated model.
Doubt: the forces sum to 0.88 eV/angstrom along one axis rather than to zero, so they err by at least 0.0017 eV/angstrom per atom on average; the grid cutoff is modest.

Settings: functional PBE; method Gaussian and plane waves; basis set DZVP-MOLOPT-SR-GTH; pseudopotentials GTH-PBE; grid cutoff 350 Ry, relative cutoff 50 Ry; k points Gamma only; occupations fixed; spin none; net charge 0.

Cell vectors (angstrom)
a	16.32	0	0
b	0	16.32	0
c	5.9424	-5.8416	34.3227

Atoms and the computed forces on them: element, x, y, z (angstrom), force x, y, z (eV/angstrom)
Si	21.478	-5.287	32.84	0.072	-0.011	0.096
Si	6.307	-2.737	32.192	-0.09	0.039	-0.096
Si	20.654	-1.597	34.27	-0.152	0.159	0.647
Si	6.917	1.324	34.066	-0.143	-0.382	0.232
Si	21.917	4.24	33.938	0.277	0.423	0.369
Si	7.671	7.898	32.844	0.012	0.054	-0.049
Si	11.715	0.385	29.332	0.048	-0.025	-0.025
Si	14.021	-2.797	33.69	-0.153	-0.202	0.629
Si	5.062	5.067	1.51	-0.018	-0.045	-0.053
Si	13.855	1.495	33.674	-0.292	0.028	0.659
Si	12.288	5.647	30.833	-0.008	-0.035	-0.026
Si	12.727	6.717	33.614	0.068	0.023	-0.006
Si	16.856	9.513	33.347	0.039	-0.101	0.557
Si	18.56	-4.254	33.303	0.005	0.03	0.077
Si	16.169	-0.601	33.331	-0.12	0.028	0.022
Si	19.34	2.75	33.813	-0.042	-0.273	0.436
Si	17.176	4.598	32.767	-0.091	0.008	0.009
Si	18.781	7.273	32.837	0.041	0.128	0.142
Si	15.727	15.813	1.408	-0.241	-0.129	0.522
Si	3.335	3.347	1.242	0.008	-0.007	0.014
Si	16.225	5.619	1.196	0.022	0.015	-0.011
Si	3.111	8.414	1.418	-0.232	-0.037	0.672
Si	0.457	11.294	1.477	-0.022	0.02	-0.004
Si	2.091	13.108	1.504	-0.134	-0.315	0.616
Si	5.972	0.536	1.482	0.144	0.241	0.616
Si	7.602	2.348	1.545	-0.073	-0.054	-0.053
Si	12.211	-0.245	33.878	0.097	0.182	0.594
Si	8.512	8.546	1.351	-0.023	0.042	-0.075
Si	5.252	10.674	1.372	0.095	0.117	0.692
Si	8.551	13.869	1.479	0.093	0.192	0.443
Si	10.496	15.322	1.283	0.082	-0.501	-0.094
Si	13.498	2.833	1.431	0.365	0.292	0.22
Si	11.454	5.965	1.766	0.056	0.296	0.6
Si	13.182	7.62	1.614	0.02	-0.083	-0.059
Si	10	10.465	1.141	-0.598	-0.092	0.324
Si	14.041	13.966	1.424	0.254	0.174	0.554
Si	14.851	1.322	2.661	0.018	-0.013	-0.034
Si	1.396	4.189	2.449	-0.001	-0.036	-0.051
Si	15.001	6.785	2.791	0.02	0.004	-0.027
Si	1.475	9.573	2.717	0.011	-0.005	-0.053
Si	15.033	12.268	2.721	0.009	-0.043	-0.063
Si	1.19	14.915	2.712	-0.003	0.045	-0.019
Si	4.129	1.512	2.596	0.036	-0.038	-0.055
Si	6.684	4.055	2.836	0.036	0.025	0.04
Si	4.124	6.802	2.768	0.017	0.056	0.028
Si	6.809	9.495	2.702	-0.041	-0.004	-0.041
Si	4.002	12.234	2.639	-0.021	0.037	-0.062
Si	6.882	15.041	2.693	0.002	-0.005	-0.042
Si	9.364	1.423	2.741	-0.267	0.347	0.436
Si	12.309	4.149	2.941	-0.042	0.049	0.021
Si	9.565	6.946	2.764	-0.021	-0.028	0.015
Si	12.3	9.381	2.825	0.291	-0.228	0.47
Si	9.416	12.14	2.746	0.02	0.03	0.024
Si	12.249	14.768	2.733	0.096	0.003	0.035
Si	13.457	0.014	4.063	0.057	0.004	0.005
Si	16.371	2.724	3.876	-0.031	0.033	-0.002
Si	13.726	5.438	4.248	-0.008	0.072	-0.008
Si	16.363	8.221	4.042	0.032	0.013	0
Si	13.658	10.86	4.042	0.001	0.025	0
Si	16.263	13.615	4.202	-0.047	-0.001	0.015
Si	2.7	0.045	3.872	0	-0.001	0.015
Si	5.389	2.697	4.212	0.049	-0.001	-0.054
Si	2.647	5.481	4.033	-0.01	-0.026	-0.036
Si	5.512	8.122	4.105	-0.021	0.011	0.028
Si	2.778	10.887	4.148	-0.029	0.004	-0.004
Si	5.408	13.65	3.939	0.023	-0.042	0.004
Si	8.216	-0.045	4.183	0.024	0.069	-0.038
Si	10.813	2.748	4.077	-0.005	-0.057	-0.004
Si	8.163	5.476	4.018	0.032	-0.011	-0.008
Si	10.842	8.229	4.253	0.023	-0.042	-0.065
Si	8.053	10.878	4.142	0.01	-0.038	0.001
Si	10.942	13.377	4.091	-0.008	0.054	0.012
Si	14.862	15	5.454	-0.018	-0.023	0.012
Si	1.366	1.374	5.309	-0.027	-0.007	0.01
Si	15.074	4.007	5.451	0.045	-0.022	-0.015
Si	1.345	6.827	5.429	-0.028	0.012	0.044
Si	15.005	9.538	5.434	-0.008	-0.013	0.03
Si	1.372	12.247	5.478	0.006	-0.003	-0.033
Si	4.05	15.01	5.31	0	0.017	-0.005
Si	6.805	1.329	5.496	-0.012	-0.005	0.006
Si	4.002	4.113	5.447	0.021	-0.002	-0.03
Si	6.833	6.776	5.468	0.013	0.004	0.016
Si	4.131	9.5	5.458	0.005	0.005	-0.004
Si	6.709	12.291	5.415	0.01	0.029	-0.003
Si	9.594	14.851	5.432	0.001	-0.024	-0.014
Si	12.157	1.37	5.447	0.023	0.016	0.003
Si	9.478	4.112	5.429	-0.009	0.018	0.032
Si	12.265	6.816	5.506	0.019	-0.012	-0.017
Si	9.449	9.571	5.541	-0.01	-0.004	-0.013
Si	12.3	12.142	5.491	-0.022	-0.033	0.04
Si	16.306	0.037	6.727	-0.002	0.01	-0.002
Si	2.674	2.713	6.768	-0.017	-0.016	0.015
Si	16.352	5.435	6.808	0.012	0.005	-0.005
Si	2.731	8.16	6.798	-0.003	-0.013	-0.01
Si	16.338	10.888	6.826	-0.047	-0.006	0.024
Si	2.735	13.648	6.758	0.003	0.019	-0.011
Si	5.403	-0.025	6.779	0.018	-0.006	-0.008
Si	8.144	2.736	6.813	0.044	0.023	-0.002
Si	5.417	5.439	6.798	0.015	0.02	-0.001
Si	8.14	8.151	6.858	-0.019	-0.019	0.007
Si	5.428	10.901	6.815	0.008	-0.014	0.004
Si	8.143	13.584	6.78	0.014	-0.007	-0.01
Si	10.867	-0.038	6.813	0.002	0.001	0.004
Si	13.607	2.693	6.768	0.005	-0.009	-0.003
Si	10.874	5.433	6.808	-0.026	-0.007	-0.018
Si	13.629	8.19	6.819	0.032	0.019	-0.006
Si	10.878	10.873	6.86	0.044	0.013	0.023
Si	13.581	13.595	6.831	0.006	0.003	0.02
Si	14.978	1.373	13.6	0.01	0.003	0.001
Si	17.648	4.05	13.567	0.006	-0.001	-0.019
Si	14.947	6.789	13.596	0.009	-0.009	-0.004
Si	17.677	9.528	13.606	-0.015	0.002	0.006
Si	14.939	12.239	13.608	-0.021	0.002	0.014
Si	17.704	-1.333	13.588	0.024	-0.015	-0.006
Si	4.058	1.349	13.585	-0.006	-0.027	-0.003
Si	6.8	4.085	13.6	-0.002	0.03	0.015
Si	4.059	6.808	13.589	-0.003	0.011	0.009
Si	6.822	9.555	13.606	0.005	0.008	-0.005
Si	4.101	12.267	13.612	0.005	0.018	-0.011
Si	6.776	-1.378	13.594	-0.008	-0.015	-0.007
Si	9.507	1.349	13.613	-0.008	0.02	0.018
Si	12.255	4.104	13.598	-0.009	-0.007	-0.02
Si	9.536	6.803	13.602	0.005	0	-0.007
Si	12.227	9.495	13.591	0.008	0.007	-0.013
Si	9.508	12.233	13.59	0.007	-0.019	-0.008
Si	12.227	-1.372	13.619	0.004	-0.002	0.013
Si	13.62	0.002	14.934	-0.01	-0.006	-0.001
Si	16.33	2.719	14.998	0.016	0.006	-0.012
Si	13.602	5.452	15.001	-0.005	0	-0.006
Si	16.296	8.157	14.942	-0.02	0.016	-0.01
Si	13.576	10.842	14.952	-0.001	-0.012	0.008
Si	16.32	13.64	14.909	0.02	0.03	-0.011
Si	2.725	0.01	14.999	-0.003	0.023	0.004
Si	5.406	2.72	14.924	-0.009	0.011	-0.01
Si	2.681	5.406	14.901	-0.01	-0.011	-0.009
Si	5.425	8.206	14.913	-0.005	0.008	-0.004
Si	2.746	10.892	14.943	0.01	-0.008	-0.01
Si	5.441	13.618	15.018	0.001	-0.012	0.002
Si	8.144	-0.052	14.953	-0.003	-0.031	-0.003
Si	10.878	2.755	14.926	0.021	0.023	-0.008
Si	8.187	5.438	14.953	-0.003	-0.01	-0.015
Si	10.884	8.157	14.991	-0.007	-0.012	-0.009
Si	8.172	10.912	15.006	-0.005	0.011	-0.002
Si	10.858	13.559	14.969	-0.013	0.009	-0.008
Si	15.009	-1.318	16.309	0.008	-0.008	-0.014
Si	17.684	1.357	16.388	-0.01	-0.024	-0.005
Si	14.983	4.097	16.358	0.017	-0.017	0.028
Si	17.673	6.783	16.249	0.007	-0.017	-0.011
Si	14.908	9.469	16.324	0.011	0.009	-0.029
Si	17.666	12.261	16.227	-0.022	0.037	-0.025
Si	4.092	-1.323	16.388	0.044	-0.02	0.023
Si	6.787	1.36	16.241	-0.024	0.048	-0.017
Si	3.984	4.027	16.281	0.023	0.002	-0.017
Si	6.772	6.819	16.214	0.021	-0.004	-0.015
Si	4.13	9.576	16.334	0.013	0.024	-0.006
Si	6.811	12.267	16.4	-0.009	-0.003	0.007
Si	9.464	-1.451	16.341	0.004	-0.015	0.015
Si	12.242	1.382	16.232	-0.004	-0.009	-0.032
Si	9.569	4.107	16.342	-0.021	0.004	-0.03
Si	12.241	6.812	16.384	0.009	-0.002	0.006
Si	9.544	9.543	16.351	0	-0.003	0.027
Si	12.23	12.195	16.32	0.019	-0.037	0.009
Si	16.298	0.045	17.778	0.017	0.008	-0.027
Si	19.001	2.718	17.795	0.011	-0.01	0.02
Si	16.344	5.508	17.707	-0.032	0.002	0.006
Si	19.084	8.119	17.544	-0.012	-0.009	0.011
Si	16.321	10.872	17.537	-0.039	-0.055	-0.028
Si	18.965	-2.717	17.638	-0.006	0.019	0.003
Si	5.469	0.111	17.719	-0.019	-0.012	0.019
Si	8.199	2.657	17.572	-0.035	-0.005	0.015
Si	5.399	5.417	17.482	-0.009	0.023	-0.028
Si	8.072	8.196	17.59	0.004	0	0.001
Si	5.454	10.941	17.795	0.017	-0.008	-0.013
Si	8.12	-2.739	17.868	-0.013	-0.019	0.039
Si	10.897	-0.036	17.505	0.017	0.049	-0.031
Si	13.581	2.7	17.641	-0.02	0.021	0.001
Si	10.9	5.466	17.776	0.009	0.002	0.057
Si	13.575	8.152	17.802	-0.004	0.012	0.04
Si	10.911	10.867	17.786	0.024	0.036	0.012
Si	13.677	-2.765	17.565	-0.023	-0.008	-0.039
Si	14.906	1.429	19.127	0.011	0.024	-0.014
Si	17.636	4.133	19.124	-0.023	-0.025	0.004
Si	14.957	6.789	19.155	-0.017	-0.034	-0.033
Si	17.692	9.486	18.793	0.016	0.022	0.048
Si	15.03	12.209	18.94	0.026	0.024	-0.023
Si	17.66	-1.375	19.087	0.042	0.022	-0.049
Si	4.093	1.398	19.194	-0.023	-0.03	0.005
Si	6.731	4.022	18.754	-0.037	-0.03	0.021
Si	4.126	6.76	18.887	0.03	-0.009	-0.009
Si	6.828	9.509	19.119	0.031	0.089	0.018
Si	4.006	12.336	19.067	0.045	0.008	0.022
Si	6.778	-1.214	19.171	-0.015	-0.055	0.04
Si	9.544	1.228	18.895	0.004	-0.044	0.033
Si	12.305	4.041	19.085	0.023	0.038	-0.008
Si	9.367	6.849	18.964	0.014	0.03	-0.074
Si	12.354	9.614	19.236	0.299	0.264	-0.448
Si	9.524	12.151	19.214	-0.069	-0.045	-0.055
Si	12.32	-1.346	18.784	0.036	0.002	0.119
Si	13.597	-0.12	20.347	0.012	0.008	0.018
Si	15.773	3.28	20.375	-0.227	0.277	-0.508
Si	13.965	5.043	20.462	0.048	-0.045	0.091
Si	16.391	8.269	20.309	-0.055	-0.033	0.043
Si	13.8	10.958	20.513	0.006	0.033	0.114
Si	16.357	-2.844	20.385	-0.043	0.026	0.027
Si	19.305	-0.337	20.413	0.22	-0.131	-0.482
Si	5.588	2.813	20.385	-0.009	-0.01	0.09
Si	19.175	5.45	20.352	-0.025	-0.011	0.091
Si	5.485	8.011	20.345	0.031	-0.045	-0.004
Si	19.015	10.76	20.213	0.025	0.005	-0.024
Si	4.749	-2.013	20.18	-0.093	0.109	-0.048
Si	8.332	0.042	20.565	0.022	-0.04	0.08
Si	10.944	2.511	20.234	0	-0.002	0.024
Si	7.999	5.379	20.107	-0.071	-0.061	0.026
Si	9.987	8.325	20.685	-0.651	0.257	-0.34
Si	7.385	11.115	26.713	-0.075	0.037	0.053
Si	11.022	-2.635	20.197	0.039	-0.022	0.041
Si	17.352	11.677	21.563	-0.012	-0.035	0.024
Si	18.061	0.184	23.429	0.1	-0.068	-0.165
Si	13.295	5.38	22.79	0.043	0.103	-0.656
Si	17.968	7.065	21.517	-0.006	-0.089	-0.73
Si	15.617	10.008	21.732	0.076	0.237	-0.561
Si	3.849	9.169	21.516	0.36	0.278	-0.173
Si	7.374	11.449	22.497	0.354	-0.334	-0.593
Si	7.512	2.054	21.564	0.035	0.078	-0.095
Si	4.708	4.631	21.603	0.155	0.115	-0.609
Si	20.056	5.889	29.177	0.066	-0.046	-0.017
Si	13.307	9.63	26.988	-0.108	0.044	0.127
Si	4.72	10.26	23.342	-0.155	-0.165	-0.461
Si	10.248	-1.018	21.726	0.011	0.036	-0.055
Si	11.837	0.772	21.601	-0.038	-0.045	-0.026
Si	9.233	3.736	21.185	-0.299	-0.28	-0.295
Si	10.235	6.075	22.961	-0.012	-0.041	-0.001
Si	8.476	10.418	20.589	0.048	-0.079	0.113
Si	12.732	-3.523	21.529	0.263	-0.057	-0.547
Si	20.413	-2.213	27.685	0.197	0.094	0.054
Si	15.287	-1.539	23.741	-0.385	-0.338	0.141
Si	16.348	-3.243	25.025	-0.305	0.281	-0.451
Si	12.22	1.012	23.913	0.396	-0.057	-0.145
Si	14.544	-1.925	21.559	0.052	-0.03	-0.032
Si	18.318	2.074	28.936	0.117	0.066	-0.01
Si	5.572	-2.266	22.256	-0.29	0.126	-0.498
Si	12.195	4.054	26.525	-0.167	-0.043	0.074
Si	16.001	3.886	29.87	0.08	-0.01	0.096
Si	20.808	11.146	27.52	0.045	-0.054	0.013
Si	9.124	-2.99	33.219	0.09	0.121	0.55
Si	9.019	10.489	32.022	0.021	0.034	0.082
Si	19.508	4.059	27.018	-0.066	0.06	-0.04
Si	11.779	-4.318	27.98	0.096	-0.013	-0.05
Si	12.4	6.735	27.993	0.072	0.011	0.092
Si	7.428	2.108	23.88	-0.007	0.116	-0.557
Si	20.35	1.796	31.136	-0.024	0.028	-0.059
Si	6.907	-0.689	24.223	0.007	0.025	-0.014
Si	18.081	-1.068	29.067	-0.066	-0.021	0.136
Si	20.493	-1.264	24.747	-0.094	0.071	-0.075
Si	17.081	7.805	26.115	0.007	0.018	-0.096
Si	19.259	9.62	25.425	0.001	0.019	-0.051
Si	5.212	8.46	28.712	0.043	0.024	-0.023
Si	5.553	-0.634	29.958	0.105	0.026	-0.025
Si	5.2	3.986	24.524	0.033	0.121	-0.003
Si	17.364	5.782	28.181	0.082	-0.11	-0.068
Si	15.289	10.029	24.871	0.07	-0.032	-0.114
Si	18.507	11.731	23.592	-0.163	0.041	-0.507
Si	15.694	-2.462	27.952	-0.002	0.007	-0.05
Si	9.165	10.78	29.026	0.11	-0.201	-0.086
Si	14.276	10.762	32.077	-0.065	0.194	0.074
Si	7.35	8.235	26.322	-0.101	-0.065	0.023
Si	8.644	-3.234	24.788	0.008	0.009	-0.168
Si	13.227	2.758	30.824	-0.051	-0.068	0.004
Si	21.37	8.263	31.646	0.112	-0.066	0.017
Si	9.187	6.006	30.858	-0.078	-0.587	-0.194
Si	9.433	7.688	28.375	-0.018	0.171	0.082
Si	10.433	-0.802	31.659	-0.057	-0.036	0.055
Si	16.187	5.795	23.859	-0.119	-0.098	-0.078
Si	13.049	-1.024	24.741	-0.021	-0.039	-0.006
Si	18.479	-1.577	31.989	0.106	0.05	0.112
Si	13.668	2.693	24.394	-0.317	-0.373	-0.138
Si	9.975	2.661	25.228	-0.025	0.093	0.021
Si	10.183	2.578	28.113	0.101	0.018	-0.041
Si	7.801	0.888	31.154	-0.023	0.119	-0.012
Si	14.405	11.36	29.111	-0.243	0.041	-0.059
Si	11.675	9.506	33.028	0.085	0.095	0.218
Si	8.415	3.883	30.227	0.347	0.317	0.378
Si	16.485	2.736	23.465	0.049	0.069	-0.066
Si	6.475	6.298	21.671	0.038	-0.083	0.089
Si	5.67	4.373	30.952	-0.072	0.004	-0.01
Si	12.813	-1.505	27.067	-0.149	0.106	-0.503
Si	7.32	6.289	23.967	-0.049	-0.08	-0.626
Si	11.273	-2.252	23.66	0.196	0.511	-0.165
Si	14.958	1.352	8.145	0.008	0.01	-0.002
Si	17.689	4.076	8.171	-0.004	0.006	0.005
Si	14.97	6.794	8.153	-0.015	-0.011	0.007
Si	17.693	9.517	8.17	-0.002	-0.006	0
Si	14.967	12.248	8.176	-0.001	0.009	0.008
Si	17.666	-1.33	8.107	-0.01	0.002	0.002
Si	4.054	1.359	8.126	0.01	0.025	-0.001
Si	6.777	4.084	8.169	-0.016	-0.018	0.009
Si	4.082	6.808	8.171	-0.008	-0.003	0.009
Si	6.782	9.536	8.182	0.009	-0.006	0
Si	4.062	12.269	8.148	0.006	-0.007	0.003
Si	6.788	-1.366	8.139	-0.011	-0.002	-0.005
Si	9.51	1.352	8.153	-0.019	0.002	0.011
Si	12.245	4.059	8.138	0.028	0.03	-0.003
Si	9.522	6.788	8.184	0.016	0.014	0.003
Si	12.252	9.517	8.193	-0.021	-0.025	0.009
Si	9.505	12.253	8.175	-0.006	-0.018	-0.002
Si	12.23	-1.365	8.192	0.003	-0.02	0.013
Si	13.611	-0.005	9.528	0.013	-0.01	0.005
Si	16.305	2.725	9.505	-0.022	0.019	0
Si	13.592	5.434	9.496	-0.012	0.011	0.009
Si	16.323	8.155	9.52	0.011	-0.009	-0.004
Si	13.604	10.891	9.539	-0.006	0.001	-0.007
Si	16.331	13.624	9.51	0.004	-0.01	0
Si	2.703	0.005	9.49	-0.01	-0.001	-0.01
Si	5.416	2.71	9.509	0.006	0.004	0.008
Si	2.73	5.435	9.527	0.013	-0.02	0.01
Si	5.427	8.176	9.54	-0.004	0.023	-0.004
Si	2.717	10.901	9.523	-0.009	0.009	0.009
Si	5.441	13.6	9.508	0.018	-0.012	0.004
Si	8.138	0.002	9.511	-0.011	0.014	0.005
Si	10.886	2.704	9.514	0.006	-0.019	-0.009
Si	8.149	5.435	9.536	0.003	0.008	-0.01
Si	10.885	8.15	9.531	0.02	-0.013	0.009
Si	8.161	10.878	9.529	0.012	-0.017	0.002
Si	10.856	13.609	9.542	-0.015	0.021	0.006
Si	14.965	-1.36	10.894	0.002	0.009	0.011
Si	17.671	1.362	10.85	0.002	-0.002	-0.007
Si	14.944	4.079	10.861	0.008	-0.002	0
Si	17.673	6.791	10.878	-0.003	0.001	0.001
Si	14.967	9.521	10.888	-0.014	-0.007	0.004
Si	17.68	12.26	10.884	-0.001	0.002	0.002
Si	4.071	-1.355	10.85	0.011	-0.01	-0.005
Si	6.778	1.355	10.875	-0.004	-0.004	-0.003
Si	4.083	4.077	10.889	-0.002	0.006	0.004
Si	6.8	6.815	10.89	-0.008	0.007	0.004
Si	4.072	9.541	10.897	0.008	-0.005	0.01
Si	6.797	12.244	10.871	0.001	-0.001	-0.009
Si	9.501	-1.345	10.892	-0.008	-0.007	0.001
Si	12.246	1.356	10.889	0.009	0.003	0.011
Si	9.52	4.065	10.883	0.001	0.005	0.007
Si	12.245	6.789	10.87	-0.012	-0.007	-0.012
Si	9.521	9.514	10.879	0.011	0.002	-0.007
Si	12.224	12.24	10.888	-0.001	-0.002	0.005
Si	16.333	0.016	12.234	0.005	0.013	0.005
Si	2.706	2.706	12.22	-0.007	0.009	0
Si	16.298	5.43	12.226	-0.018	-0.02	-0.004
Si	2.699	8.164	12.233	-0.009	-0.009	-0.009
Si	16.32	10.895	12.247	0.011	0.013	-0.001
Si	2.736	13.615	12.237	0.009	0.003	-0.006
Si	5.42	-0.012	12.231	-0.006	0.001	0.001
Si	8.147	2.704	12.24	-0.023	-0.021	0.002
Si	5.442	5.452	12.244	0.024	0.003	-0.006
Si	8.168	8.171	12.253	0.012	-0.002	0
Si	5.45	10.902	12.248	0.011	0.005	0.005
Si	8.146	13.597	12.238	-0.003	0.01	-0.005
Si	10.878	0.001	12.252	-0.001	-0.003	-0.003
Si	13.606	2.728	12.243	0.006	0.02	0.002
Si	10.886	5.442	12.233	0.026	0.019	0.002
Si	13.598	8.148	12.231	-0.011	-0.002	0.003
Si	10.871	10.867	12.243	-0.015	-0.017	-0.011
Si	13.584	13.597	12.245	-0.013	-0.021	-0.003
O	22.126	10.494	34.227	0.519	0.031	-0.048
O	10.303	-2.28	32.33	0.271	-0.205	0.041
O	10.389	1.262	29.011	-0.679	-0.048	0.089
O	20.858	5.42	30.495	-0.264	0.307	0.335
O	2.327	13.732	0.012	0.186	0.314	-0.116
O	11.936	-2.884	27.228	-0.357	-0.02	-0.421
O	11.59	-5.786	34.268	-0.124	0.157	-0.237
O	19.662	-1.145	33.022	-0.047	0.559	0.063
O	18.215	10.326	24.388	-0.401	-0.465	-0.181
O	11.709	7.973	33.523	-0.53	-0.097	0.353
O	6.039	11.37	0.115	0.205	-0.117	-0.459
O	8.095	13.127	0.06	0.195	0.008	-0.128
O	15.367	9.898	32.873	-0.125	-0.461	0.011
O	17.835	10.714	32.896	0.216	-0.006	-0.567
O	12.375	1.999	0.528	-0.423	-0.124	0.199
O	11.186	5.382	0.276	0.169	0	-0.305
O	17.891	3.227	33.252	-0.227	-0.335	-0.09
O	19.46	7.617	34.272	-0.112	-0.258	-0.202
O	10.099	0.584	1.536	0.347	0.204	-0.22
O	11.544	10.176	1.59	0.363	0.274	-0.111
O	11.521	8.831	20.444	0.355	0.156	0.058
O	7.758	9.75	25.952	0.294	0.091	-0.5
O	16.236	2.801	21.871	0.047	-0.041	0.063
O	13.305	3.836	23.289	-0.237	-0.133	-0.293
O	9.967	7.395	22.031	-0.254	0.012	0.421
O	7.627	-1.984	24.833	-0.185	-0.069	0.245
O	18.721	-0.019	21.94	-0.012	0.193	0.178
O	5.108	-1.22	28.505	0.161	0.319	-0.382
O	6.422	-3.634	22.05	0.098	-0.117	-0.293
O	4.362	4.215	23.157	-0.709	-0.04	0.304
O	16.609	-0.525	23.587	-0.346	-0.036	0.167
O	9.044	-0.109	31.285	-0.024	-0.218	-0.146
O	12.934	9.879	32.105	0.094	-0.256	-0.522
O	16.029	4.983	33.864	-0.327	0.26	-0.294
O	15.177	2.118	24.199	-0.145	-0.672	0.252
O	17.773	1.774	23.712	0.441	0.131	0.014
O	16.226	9.136	25.842	-0.14	0.021	0.226
O	11.635	3.276	27.838	0.279	-0.131	0.332
O	15.341	9.592	23.31	-0.107	-0.271	0.215
O	21.055	9.808	31.92	-0.164	0.001	-0.284
O	4.453	-2.193	23.442	-0.23	-0.394	-0.109
O	16.549	6.621	25.175	-0.164	-0.246	0.128
O	20.366	3.956	25.658	-0.361	0.026	-0.114
O	14.425	10.154	28.039	0.573	-0.205	0.087
O	6.943	7.533	24.938	-0.214	0.381	-0.016
O	8.641	3.062	24.414	0.051	0.517	-0.054
O	20.343	7.374	28.613	-0.442	0.132	-0.337
O	10.041	4.594	22.344	0.445	-0.131	0.112
O	5.796	11.344	26.576	-0.065	0.399	-0.204
O	6.898	0.287	29.932	0.068	-0.076	-0.37
O	8.705	6.89	29.568	-0.607	-0.114	0.057
O	19.949	1.725	32.697	-0.067	-0.251	0.18
O	8.309	-4.037	26.128	0.271	0.188	0.385
O	21.033	9.996	28.638	-0.205	0.187	0.73
O	11.344	-0.844	30.321	0.327	-0.396	-0.28
O	5.755	-1.91	30.933	-0.067	-0.309	-0.176
O	12.928	6.274	29.468	0.417	0.222	0.062
O	14.606	6.041	23.525	0.021	0.234	-0.036
O	12.631	5.552	26.907	0.443	0.085	-0.352
O	18.638	8.206	25.872	0.419	-0.43	0.02
O	14.538	3.273	30.053	0.051	0.125	-0.486
O	12.202	4.022	30.768	-0.329	-0.093	0.076
O	7.822	0.614	24.403	0.374	-0.146	0.14
O	13.481	2.442	32.394	-0.025	0.307	0.152
O	11.982	-3.61	23.018	-0.137	-0.321	0.105
O	8.869	11.111	30.561	-0.404	0.605	-0.127
O	12.225	-0.258	27.94	0.106	0.296	-0.076
O	10.169	-2.72	24.768	0.07	0.105	0.711
O	6.409	5.081	24.62	-0.146	-0.093	0.376
O	13.805	9.744	25.454	-0.445	0.012	-0.375
O	18.117	4.934	26.982	-0.401	-0.035	-0.523
O	13.122	6.152	32.139	0.581	0.121	0.026
O	18.842	-1.518	30.423	0.567	-0.192	-0.124
O	5.799	8.183	30.202	0.692	0.099	0.08
O	7.755	11.007	28.277	-0.323	0.034	0.333
O	12.732	1.413	30.068	0.356	-0.03	-0.029
O	5.482	-0.314	24.888	0.162	0.363	0.294
O	16.552	-1.553	28.963	-0.207	0.283	0.426
O	12.892	-1.664	33.359	-0.025	-0.165	-0.17
O	9.53	2.168	26.701	-0.24	-0.313	-0.1
O	19.141	2.415	30.277	-0.177	0.318	0.339
O	19.052	8.112	22.163	0.014	0.261	0.266
O	8.446	6.703	32.107	-0.023	-0.413	0.024
O	10.386	9.657	32.1	0.243	-0.143	-0.527
O	12.902	-4.336	29.158	-0.209	0.128	0.609
O	17.448	8.178	32.648	-0.234	-0.185	-0.421
O	12.05	10.666	27.08	-0.349	-0.103	-0.328
O	18.048	-3.094	32.321	-0.448	-0.264	-0.244
O	8.619	7.517	26.997	0.185	-0.384	-0.233
O	17.1	6.341	22.666	-0.052	-0.027	-0.226
O	16.028	5.125	28.815	-0.323	0.241	0.043
O	21.566	2.824	30.955	0.455	-0.33	0.02
O	15.497	-3.887	28.652	0.491	-0.022	0.246
O	20.291	4.087	33.929	-0.244	0.466	-0.008
O	10.981	3.94	25.419	-0.133	0.384	-0.48
O	17.909	-3.376	24.512	0.513	0.299	0.169
O	6.105	4.743	32.473	0.491	0.493	-0.036
O	10.282	-4.481	28.537	-0.153	0.398	0.034
O	19.093	2.603	27.607	-0.037	-0.377	-0.154
O	8.977	6.154	24.031	0.186	0.085	0.382
O	2.509	7.568	0.144	0.249	-0.346	-0.19
O	9.067	-4.609	33.081	-0.15	-0.246	0.545
O	16.961	7.243	27.625	-0.417	0.41	0.373
O	18.115	0.504	28.814	-0.195	0.077	-0.117
O	18.293	5.754	32.702	0.476	-0.227	-0.224
O	16.52	4.358	31.321	0.054	0.147	0.024
O	18.451	5.83	29.397	-0.251	0.025	0.638
O	4.19	9.524	0.83	0.035	0.057	-0.3
O	17.18	-0.612	32.077	0.087	0.299	-0.265
O	15.427	-2.026	33.464	0.14	-0.449	-0.049
O	6.332	10.475	23.293	0.06	-0.293	0.323
O	6.627	-1.062	22.655	0.52	0.479	-0.468
O	10.831	6.972	28.119	-0.206	-0.339	0.043
O	21.873	-2.402	33.567	0.261	-0.072	0.03
O	7.832	-2.365	32.475	0.047	0.299	-0.281
O	6.193	8.219	27.459	-0.035	0.089	-0.014
O	20.148	-4.436	33.141	0.169	0.142	-0.093
O	18.892	-1.764	27.883	-0.368	-0.195	-0.386
O	4.361	9.386	24.673	0.389	-0.399	0.396
O	10.784	6.188	31.035	0.115	0.28	0.338
O	20.564	-3.738	28.21	-0.113	-0.031	0.577
O	9.641	9.249	28.777	0.377	-0.073	-0.113
O	8.284	2.432	30.975	0.028	0.123	0.225
O	6.912	4.446	29.931	-0.296	0.069	-0.4
O	15.63	11.613	25.002	-0.228	0.147	-0.133
O	11.872	6.101	23.254	-0.039	0.104	0.257
O	14.278	-1.759	27.7	0.122	0.401	0.274
O	10.732	1.434	24.504	-0.307	-0.309	0.082
O	6.084	2.705	34.171	-0.148	-0.253	0.011
O	19.538	10.661	26.637	-0.357	0.302	0.124
O	15.185	0.656	33.21	0.11	-0.107	-0.308
O	8.462	12.091	23.516	0.622	-0.286	-0.086
O	20.74	0.353	30.558	-0.137	-0.322	-0.038
O	14.809	10.87	30.573	0.488	-0.268	-0.245
O	16.89	2.759	29.146	-0.404	-0.15	-0.047
O	6.925	0.789	32.529	-0.488	-0.413	-0.047
O	6.063	7.649	32.759	-0.154	-0.207	0.435
O	13.494	3.319	25.894	0.524	0.067	0.643
O	20.494	4.812	28.053	0.676	0.124	0.071
O	7.855	9.399	32.263	-0.176	0.076	-0.12
O	13.036	8.094	27.406	0.283	-0.094	-0.265
O	16.431	-2.673	26.533	0.243	0.333	0.032
O	20.147	11.655	23.438	0.05	0.462	-0.205
O	16.605	4.239	24.055	0.164	0.05	0.219
O	11.136	0.189	32.729	-0.181	0.647	0.006
O	20.568	-2.173	26.077	0.25	-0.185	-0.029
O	6	2.573	24.503	-0.219	-0.483	0.209
O	19.917	7.553	31.716	-0.082	-0.248	-0.412
O	9.203	3.623	28.836	-0.048	0.237	-0.26
O	13.994	-4.086	32.701	-0.172	-0.151	-0.319
O	6.163	-4.338	32	0.105	-0.272	-0.329
O	19.133	-0.406	24.512	-0.147	-0.064	0.52

Results
total energy: -105153.956 eV
total energy less fixed offsets of O -438.35, Si -107.03 eV per atom: 6.044 eV
